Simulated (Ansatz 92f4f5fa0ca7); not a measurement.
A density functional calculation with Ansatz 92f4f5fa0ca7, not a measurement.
Periodic cell of 226 atoms, Si132O92P2, from a study of silicon, its oxide and their interface. The atomic structure is a simulated model.
Doubt: the cutoff is far below the 930 eV that the study's wrapper takes by default for these files, so forces and energies are approximate.
This geometry differs little from another in the collection (a relaxation step or a small displacement).

Settings
functional: PBE
potential files: Ansatz PAW
basis: plane waves
wave-function cutoff: 580 eV
density cutoff ratio: 5
exchange-correlation grid ratio: 1
k mesh: 1 x 1 x 1, Gamma-centred
self-consistency stop: 5e-08 eV per atom in the density residual
occupations: fixed
spin: none
net charge: 0

Cell vectors (angstrom)
a 10.938 0 0
b 0 10.938 0
c 0 0 31.9494

Atoms: element, x, y, z (angstrom)
Si 10.6042 -0.0569 24.5201
Si 5.1396 0.0029 24.7059
Si 2.8811 2.1803 24.5051
Si 8.5431 2.3546 24.5972
Si 10.648 5.3995 24.2154
Si 5.1666 5.573 24.4279
Si 2.9547 7.8846 24.3984
P 8.6749 7.5536 24.229
Si 1.3196 1.0784 25.8518
Si 6.806 1.2884 25.8026
Si 3.9598 3.9911 25.7116
Si 9.6949 3.942 25.8517
Si 1.1742 6.8092 25.5696
Si 6.8786 6.7156 25.6378
Si 3.9991 9.3758 25.9641
P 9.3635 9.5835 25.9162
Si 2.6692 -0.1746 27.2964
Si 8.2089 0.0521 27.2794
Si 0.1199 2.6357 27.2215
Si 5.4303 2.7221 27.1241
Si 2.6073 5.4542 27.0456
Si 8.2071 5.3583 27.0856
Si -0.09 8.228 27.0838
Si 5.5854 8.1028 27.1283
Si 4.0871 1.3196 28.5124
Si 9.5756 1.4102 28.5985
Si 1.4048 4.0885 28.5514
Si 6.8029 4.0813 28.5054
Si 4.0876 6.7896 28.4373
Si 9.5354 6.7896 28.4557
Si 1.2663 9.4781 28.6018
Si 6.8525 9.5362 28.5502
Si -0.0226 -0.0025 29.9304
Si 5.4745 -0.0161 29.8935
Si 2.7628 2.717 29.9025
Si 8.1783 2.7667 29.9143
Si -0.0052 5.4649 29.8752
Si 5.448 5.4645 29.8718
Si 2.7457 8.1604 29.8833
Si 8.2243 8.1735 29.8914
Si 1.3673 1.3673 31.2657
Si 6.8362 1.3673 31.2657
Si 4.1018 4.1018 31.2657
Si 9.5708 4.1018 31.2657
Si 1.3673 6.8362 31.2657
Si 6.8362 6.8362 31.2657
Si 4.1018 9.5708 31.2657
Si 9.5708 9.5708 31.2657
Si 2.7345 0 0.6835
Si 8.2035 0 0.6835
Si 0 2.7345 0.6835
Si 5.469 2.7345 0.6835
Si 2.7345 5.469 0.6835
Si 8.2035 5.469 0.6835
Si 0 8.2035 0.6835
Si 5.469 8.2035 0.6835
Si 4.0981 1.3761 2.0643
Si 9.5947 1.3482 2.0448
Si 1.3531 4.1344 2.0561
Si 6.8301 4.129 2.045
Si 4.0909 6.8445 2.0451
Si 9.5684 6.8419 2.0643
Si 1.3626 9.5974 2.057
Si 6.8269 9.6117 2.0491
Si 0.0313 0.0307 3.4745
Si 5.4823 0.036 3.4548
Si 2.7165 2.7664 3.4041
Si 8.2527 2.7726 3.3443
Si 0.0241 5.5147 3.4722
Si 5.474 5.5191 3.4267
Si 2.7364 8.2344 3.4005
Si 8.2417 8.2861 3.3891
Si 1.3801 1.4477 4.8466
Si 6.9117 1.4658 4.7327
Si 4.0632 4.1459 4.7592
Si 9.6014 4.0719 4.778
Si 1.3673 6.9638 4.8442
Si 6.8419 6.9807 4.7291
Si 4.0968 9.5656 4.7913
Si 9.6228 9.5734 4.8436
Si 2.758 0.0238 6.1397
Si 8.2944 0.1087 6.0972
Si 0.0164 2.7875 6.3049
Si 5.5136 2.826 6.0734
Si 2.7525 5.5788 6.1404
Si 8.2524 5.5838 5.9543
Si 0.0472 8.2945 6.3729
Si 5.5001 8.2895 6.2227
Si 4.424 1.1679 7.3288
Si 9.8126 1.1372 7.6213
Si 1.1775 4.488 7.5084
Si 6.6438 4.5289 7.251
Si 4.325 6.69 7.5386
Si 9.7275 6.5969 7.4972
Si 1.2819 9.9278 7.7054
Si 6.7213 9.9505 7.4165
O 9.5594 1.1448 24.0294
O 4.0704 6.7338 23.9295
O 4.0903 1.1235 24.0456
O 9.3145 6.1899 23.4922
O -0.0268 5.532 8.0171
O 5.5714 0.1125 7.9139
O 0.0747 0.0789 8.1488
O 5.534 5.597 7.8832
O 7.6038 3.9489 8.4415
O 8.7154 7.0248 8.752
O 2.1819 9.4404 9.0436
O 8.8926 1.6609 8.9219
O 7.6132 9.4529 8.7179
O 3.605 1.8052 8.5989
O 3.5837 7.2055 8.9438
O 2.0587 3.9896 8.8238
O 8.1257 3.3768 23.3691
O 0.5517 4.7451 22.9415
O 1.9847 2.5412 23.1722
O 5.8053 4.7991 23.1081
O 5.7078 9.8405 23.6136
O 2.46 8.6671 23.0204
O 0.1387 9.9253 23.2258
O 7.9018 8.3403 22.9845
Si 8.656 7.6037 18.4679
Si 8.7859 6.3076 13.6546
Si 3.7969 1.4732 14.7468
Si 2.1349 5.6573 17.6534
Si 2.4282 3.0222 19.458
Si 9.8094 8.9766 12.0905
Si 1.2687 9.3502 22.1414
Si 9.178 0.906 13.2112
Si 1.4227 4.999 13.0453
Si 1.7919 8.2004 12.823
Si 6.7388 9.396 22.4512
Si 4.5232 4.5342 15.7232
Si 8.2064 2.9969 9.5897
Si 0.8321 8.1354 19.321
Si 6.9653 1.2196 21.1089
Si 8.2193 8.2833 9.6777
Si 10.8905 5.1583 15.6285
Si 7.584 9.4239 16.3406
Si 9.925 1.9514 20.2807
Si 3.2132 8.4861 9.9226
Si 6.6992 3.2549 17.4016
Si 1.1391 0.1055 19.812
Si 3.2365 2.759 12.3106
Si 7.2073 5.287 19.6922
Si 5.7468 8.6235 11.5623
Si 5.7853 6.0247 13.2242
Si 4.6393 9.6048 17.6439
Si 1.0829 3.4167 22.1426
Si 4.9237 1.3781 18.798
Si 3.1886 3.059 9.5295
Si 6.4625 10.7625 13.8162
Si 10.3586 0.0503 15.983
Si 5.6572 3.6183 11.1669
Si 9.8402 3.8456 11.9279
Si 2.3505 9.8509 15.5616
Si 6.0716 8.0178 19.833
Si 6.9189 3.8537 22.3841
Si 9.7584 2.7155 17.3646
O 7.1956 6.3284 13.9998
O 1.87 6.9379 18.7434
O 10.2878 3.9912 16.547
O 6.1735 9.8547 17.0789
O 10.1576 0.6245 14.475
O 8.435 6.0191 18.8707
O 5.1806 0.6285 14.4542
O 5.748 1.9418 17.5166
O 8.3481 1.8463 20.5715
O 1.9865 4.1804 18.3778
O 6.957 2.7687 10.6389
O 4.872 2.6569 12.2253
O 6.0267 4.3055 16.3497
O 4.5536 3.8964 9.9586
O 10.7308 2.6097 21.5413
O 9.729 6.1207 14.9894
O 5.9988 6.382 19.8528
O 4.0917 0.0736 18.289
O 9.2523 10.4993 12.2808
O 2.8537 4.2978 12.7347
O 1.7961 10.6527 21.2766
O 4.0083 2.6186 19.3511
O 0.7389 9.975 15.987
O 1.301 9.6794 18.8851
O 1.7194 1.5418 19.2681
O 8.9518 10.3229 16.5215
O 4.8703 8.495 18.829
O 9.5695 8.7035 10.4972
O 6.7396 3.9866 18.8518
O 2.8513 1.6513 13.4133
O 5.8438 8.6448 21.3163
O 2.539 2.4104 10.8845
O 7.5954 4.7184 21.1704
O 5.2125 7.4306 12.5739
O 0.4253 9.0112 12.5177
O 7.5898 1.003 13.6036
O 7.1228 9.5764 14.7697
O 8.9794 4.9712 12.7326
O 8.112 7.9628 16.9361
O 6.2176 2.4322 21.9298
O 2.459 9.0064 14.1198
O 0.4246 4.4331 11.8843
O 0.7678 8.2348 20.9959
O 9.3812 3.7959 10.3732
O 9.6597 2.3287 12.5489
O 7.614 8.4621 19.4213
O 2.5418 8.1275 11.37
O 3.968 2.9944 15.3887
O 0.8331 4.4411 14.4593
O 10.0373 2.9216 18.9627
O 9.1384 7.7482 12.9547
O 10.4754 0.4288 20.0034
O 6.0326 4.9953 11.9589
O 8.1632 2.6735 16.9967
O 3.5394 5.4106 16.7553
O 4.6613 9.0996 10.4136
O 1.5365 6.6202 13.1867
O 4.7592 5.4385 14.3673
O 2.0775 3.7325 20.8873
O 10.5635 1.3575 16.9419
O 0.955 6.0158 16.5789
O 7.3828 10.8004 21.9179
O 5.9448 0.8014 19.9252
O 6.0789 9.9749 12.43
O 2.856 0.4727 15.6152
O 7.0455 7.9722 10.7815
O 10.2403 7.9162 18.7325
O 3.4504 9.1116 16.5901

Results
free energy: -137746.368 eV
free energy less fixed offsets of O -568.88, P -755.39, Si -635.61 eV per atom: 1.892 eV

Forces (eV/angstrom), in the order of the atoms: element, x, y, z
Si -0.0122 -0.0087 0.0249
Si -0.0186 0.0045 0.0134
Si 0.0064 -0.0091 0.011
Si 0.0105 -0.0083 0.0096
Si 0.0118 -0.0002 -0.0241
Si 0.0078 -0.005 -0.0064
Si 0.0086 0.005 -0.0262
P -0.0254 0.0062 -0.0191
Si 0.0036 0.002 -0.0062
Si -0.0217 0.0167 0.0038
Si 0.0143 -0.0061 0.0119
Si 0.0024 -0.0088 0.0048
Si -0.0036 -0.0042 0.0064
Si 0.0043 -0.0021 0.0028
Si -0.0088 0.0122 -0.0043
P -0.0373 0.0603 0.059
Si 0.0004 0.0092 0.0055
Si 0.0445 -0.0731 -0.0677
Si 0.0073 -0.0022 -0.0047
Si -0.0116 -0.0026 -0.0253
Si 0.0063 -0.0127 -0.0026
Si -0.0054 0.0099 -0.0014
Si -0.0152 0.0158 -0.0201
Si 0.0111 -0.0064 0.0086
Si -0.0012 -0.0082 -0.0015
Si 0.0148 0.0086 0.0055
Si -0.0056 0.0071 0.0003
Si 0.0084 0.0024 0.0049
Si 0.0048 0.0049 0.001
Si 0.0016 -0.0117 0.0107
Si 0.0158 -0.0053 0.0022
Si -0.0091 -0.0108 0.01
Si -0.0029 0.0013 -0.002
Si -0.0025 0.001 -0.0052
Si 0.0007 -0.0008 -0.0041
Si -0.0045 0.0019 0.0002
Si -0.0001 -0.0028 -0.0028
Si -0.0007 -0.0014 -0.001
Si -0.0026 0.0024 0.0008
Si -0.0022 0.003 -0.0038
Si 0.1401 0.0407 -0.0101
Si 0.0258 -0.0073 -0.0343
Si 0.1187 -0.0879 0.0159
Si -0.0734 0.1792 0.0263
Si 0.0374 -0.191 -0.0721
Si -0.0414 -0.0651 -0.1798
Si -0.0798 -0.0884 -0.134
Si -0.1748 -0.199 0.1446
Si 0.0245 0.0762 0.0368
Si -0.0274 0.0459 -0.0989
Si 0.0553 0.0719 0.0285
Si -0.0259 0.0629 0.1053
Si -0.082 -0.0284 -0.053
Si 0.0507 0.1111 0.0051
Si 0.0184 0.0796 0.1259
Si 0.0367 0.0949 0.082
Si -0.0004 -0.0001 0.001
Si 0.0032 -0.0018 0.0005
Si -0.0001 0.0013 0.0014
Si -0.0032 0.003 0.0022
Si 0.0014 -0.0022 -0.0001
Si 0.0008 -0.001 0.0002
Si -0.0016 0.0013 0.0019
Si -0.003 0.0003 0.0023
Si -0.0009 -0.0019 -0.0024
Si 0.0023 -0.0021 -0.0035
Si 0.0016 0.0009 0.0007
Si -0.0014 -0.0011 0.0017
Si 0.0001 -0.0029 -0.0036
Si 0.0013 -0.0033 -0.0022
Si 0.0002 0.001 0.0004
Si -0.0015 -0.0015 0.0007
Si 0.0014 0.0001 0.0011
Si 0.0013 0.0019 -0.0005
Si -0.0019 -0.0001 -0.0006
Si -0.0007 -0.0002 0.0002
Si 0.0027 0.0007 0.0015
Si 0.0006 0.0024 -0.0009
Si -0.0013 -0.0016 -0.0001
Si 0.0007 0.0011 0.0012
Si -0.0008 -0.0003 0.0005
Si 0.0001 -0.0014 -0.0001
Si 0.0003 -0.0008 0.0012
Si 0.0007 -0.0004 0.0011
Si 0.0008 -0.001 -0.0002
Si 0.0009 -0.0002 0.0012
Si -0.0004 0.0002 0.001
Si 0.0009 -0.001 0.0009
Si 0.0011 -0.0007 -0.0012
Si -0.0004 -0.0004 -0.0031
Si 0.0004 0.0004 -0.0011
Si -0.0017 -0.0011 -0.0019
Si -0.0004 -0.0009 -0.0032
Si 0.0007 -0.0004 -0.0021
Si 0.0002 -0.0017 -0.0022
Si -0.0004 -0.0003 -0.0014
O -0.0024 0.0061 -0.0163
O -0.0009 0.002 0.0098
O -0.0073 0.0077 -0.0099
O -0.0127 0.0106 0.0262
O -0.0012 0.0003 -0.0002
O -0.0008 0.0002 0.0001
O 0.0003 0.0002 0.0001
O 0.0006 0.0007 0.0007
O 0.0005 -0.0002 0.0008
O -0.0007 0.0001 0.0013
O 0.0015 -0.0012 0.0018
O -0.0011 0.0009 0.0017
O 0.001 -0.0014 0.0013
O -0.0007 0.0008 0.0013
O -0.0007 0.0008 0.0023
O 0.0008 -0.0014 0.0012
O -0.0047 0.0022 -0.002
O -0.0006 -0.001 0.0111
O 0.0014 -0.0007 0.001
O 0.0003 -0.0025 -0.0014
O 0.0028 -0.0088 0.0053
O 0.0063 -0.0072 0.0139
O 0.0094 -0.0044 -0.0088
O 0.0097 -0.0043 0.0007
Si -0.0001 -0.0011 0.001
Si 0.0001 -0.0006 0.0014
Si -0.0002 -0.0006 0.001
Si -0.0004 -0.0007 0.0014
Si -0.0004 -0.001 0.0003
Si -0.0001 -0.001 0.0005
Si -0.0067 0.0021 -0.0023
Si -0.0002 -0.0008 0.0008
Si -0.0001 -0.0003 0.001
Si 0 -0.001 0.0002
Si 0.0069 -0.0059 -0.0043
Si 0 -0.0004 0.0012
Si 0.0001 -0.001 -0.0004
Si -0.0006 -0.0008 0.0018
Si 0.0011 -0.0011 0.0005
Si 0 0.0002 -0.0007
Si -0.0003 -0.0005 0.0013
Si -0.0001 -0.0013 0.0015
Si 0.0002 0.0005 0.0018
Si -0.0005 -0.0001 -0.001
Si 0 -0.0003 0.0021
Si 0.0003 -0.0017 -0.0003
Si -0.0001 -0.0008 0.0004
Si 0.0003 -0.0002 0.0013
Si -0.0001 -0.0008 0.0001
Si 0.0001 -0.0006 0.0008
Si 0.0001 -0.0013 0.0012
Si 0.0029 -0.0038 0.0007
Si 0 -0.0004 0.0008
Si -0.0008 -0.0004 -0.0007
Si 0.0002 -0.0009 0.0009
Si -0.0003 -0.0009 0.0012
Si -0.0002 -0.0008 0.0002
Si -0.0004 -0.0008 0.0005
Si 0 -0.0012 0.0011
Si 0.0002 -0.0012 0.0005
Si -0.0005 0.0014 0.0007
Si 0 -0.0007 0.0019
O -0.0003 -0.0006 -0.0001
O 0.0004 -0.0014 -0.0004
O 0.0001 -0.0009 -0.0007
O -0.0001 -0.0003 -0.0004
O 0 -0.0007 -0.0001
O -0.0001 -0.0006 -0.0003
O -0.0002 -0.0005 -0.0001
O -0.0002 -0.0008 -0.0007
O -0.0001 -0.0003 -0.0002
O -0.0003 0.0004 -0.0014
O -0.0006 -0.0006 0.0001
O -0.0001 -0.0009 -0.0002
O 0 -0.0005 -0.0005
O 0.0004 -0.0005 0.0002
O 0.0008 0.0004 -0.0002
O -0.0001 -0.0006 -0.0005
O -0.0001 -0.0012 -0.0002
O -0.0002 -0.0006 -0.0001
O -0.0003 -0.0003 0.0001
O 0.0001 -0.0007 -0.0002
O 0.0013 -0.0001 -0.0015
O 0.0006 -0.001 0.0003
O -0.0001 -0.0007 -0.0004
O 0.0002 -0.0005 -0.0007
O -0.0002 -0.0002 -0.0001
O 0.0002 -0.0006 -0.0003
O -0.0005 -0.001 0.0001
O 0.0001 -0.0007 0.0003
O -0.0005 -0.0015 -0.0014
O 0 -0.0009 -0.0002
O -0.0015 0.0011 0.0015
O -0.0002 -0.0006 0.0005
O -0.0002 -0.0006 -0.0014
O 0 -0.0009 -0.0002
O -0.0001 -0.0008 0
O -0.0001 -0.0005 -0.0001
O 0 -0.0007 -0.0005
O -0.0002 -0.0009 -0.0001
O -0.0003 -0.0002 -0.001
O 0.0008 -0.0006 0.0025
O 0 -0.0004 0.0001
O 0.0001 -0.0011 -0.0001
O 0 -0.0012 -0.0005
O 0.0004 -0.0005 0.0006
O 0 -0.0009 -0.0003
O 0.0004 -0.0007 0.0005
O -0.0006 -0.0006 0.0007
O -0.0002 -0.0007 -0.0004
O 0.0002 -0.0009 -0.0003
O 0 -0.0006 -0.0013
O -0.0002 -0.0009 -0.0002
O 0.0003 -0.0009 0.0005
O 0.0001 -0.0005 -0.0001
O -0.0005 -0.0011 -0.0003
O 0.0002 -0.001 -0.0005
O 0.0004 -0.0003 0.0004
O -0.0001 -0.0008 -0.0004
O -0.0003 -0.0009 -0.0001
O -0.0011 0.0001 0.0019
O -0.0003 -0.0009 -0.0004
O 0 -0.0004 -0.0003
O 0.0001 0.0018 -0.0004
O -0.0009 -0.0006 -0.0004
O 0 -0.0002 0.0001
O -0.0002 -0.0005 -0.0004
O -0.0006 -0.0004 0.0002
O -0.0002 -0.0009 -0.0001
O -0.0003 -0.0009 -0.0005

The program warned: the cutoff lies below the one the program advises for these potential files; the exchange-correlation potential is rough where the density is thin.
